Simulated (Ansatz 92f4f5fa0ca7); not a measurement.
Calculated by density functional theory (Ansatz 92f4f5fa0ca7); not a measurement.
Periodic cell of 273 atoms, Si165O106As2, from a study of silicon, its oxide and their interface. The atomic structure is a simulated model.

Settings
functional: PBE
potential files: Ansatz PAW
basis: plane waves
wave-function cutoff: 700 eV
density cutoff ratio: 5
exchange-correlation grid ratio: 1
k mesh: 2 x 2 x 1, shifted by 0.5 0.5 0.5 of a step
self-consistency stop: 5e-08 eV per atom in the density residual
occupations: fixed
spin: none
net charge: 0

Cell vectors (angstrom)
a 11.6015 0 0
b 0 13.3963 0
c 0 0 29.8085

Atoms and the computed forces on them: element, x, y, z (angstrom), force x, y, z (eV/angstrom)
Si 11.547 0.1825 22.9176 -0.015 -0.0155 -0.0704
Si 3.9118 0.1548 23.031 0.0429 -0.0135 -0.0575
Si 7.6681 0.1212 23.1444 -0.0222 0.0058 -0.0502
Si 2.0647 3.4555 22.8885 0.014 -0.0196 -0.0581
Si 5.8989 3.68 23.0079 -0.0038 0.0088 -0.0739
Si 9.7564 3.5333 23.0334 -0.0118 -0.01 -0.0549
Si 11.6568 6.8583 23.0643 -0.0129 -0.0069 -0.0527
Si 3.954 7.0341 23.1777 0.036 0.0155 -0.0669
Si 7.7847 6.8895 23.2613 -0.0059 -0.0157 -0.0505
Si 2.0339 10.237 23.2464 -0.0166 0.0017 -0.0506
Si 5.8576 10.0959 23.2904 -0.0398 -0.0289 -0.0514
Si 9.8449 10.0882 23.2237 0.0258 -0.0156 -0.0488
Si 11.6942 2.3887 23.7569 -0.0139 -0.0001 0.0153
Si 3.9926 2.403 23.7606 0.0109 0.0021 0.0082
Si 7.7867 2.4109 23.7794 -0.0296 -0.0113 -0.0026
Si 2.0267 5.7075 23.6976 0.0168 0.01 0.0519
Si 5.8253 5.8029 23.9876 -0.0064 -0.0092 -0.0297
Si 9.7355 5.7261 23.8989 0.0103 0.0046 -0.005
Si 11.7518 9.0241 24.0205 0.0271 0.0043 -0.0003
Si 3.9047 9.1338 24.173 -0.0346 0.0024 -0.0266
Si 7.8493 9.0905 24.0249 0.0079 0.0282 0.0177
Si 1.9112 12.5062 23.8044 0.0041 -0.0023 0.0222
Si 5.7749 12.3727 23.9208 -0.0068 0.01 -0.0099
Si 9.6792 12.3961 23.7912 0.0057 -0.0022 0.0128
Si 11.6411 2.2931 26.1673 -0.0078 0.0018 -0.0153
Si 3.9105 2.3047 26.1751 0.0043 0.0091 -0.0296
Si 7.7577 2.3092 26.1866 -0.0096 0.012 -0.0273
Si 1.9723 5.6203 26.142 0.0137 0.017 -0.0292
Si 5.8104 5.6567 26.321 0.0011 0.0083 -0.0124
Si 9.7037 5.6334 26.2647 0.0012 0.0055 -0.0133
Si 11.6633 8.9744 26.3466 0.0039 0.0295 -0.0001
Si 3.8824 9.0108 26.4603 -0.0236 0.0171 0.0007
Si 7.7903 9.0048 26.3514 -0.0087 0.0206 -0.0081
Si 1.9217 12.3834 26.2052 0.002 0.003 -0.028
Si 5.7961 12.3291 26.2805 0.0039 0.0115 -0.0126
Si 9.6833 12.3463 26.1946 0.0149 0.0107 -0.0206
Si 1.9623 1.1942 27.018 0.0049 0.0121 0.0035
Si 5.8259 1.1806 27.0211 -0.0022 -0.0065 0.0049
Si 9.6954 1.1818 27.0024 0.0014 0.0021 -0.0018
Si 11.6441 4.5046 27.0123 0.0088 0.0071 0.0208
Si 3.8757 4.5083 27.0347 -0.0183 -0.0056 0.0026
Si 7.7533 4.5156 27.0444 0.013 -0.0023 -0.0073
Si 1.9618 7.8097 27.0768 -0.0028 -0.014 -0.0056
Si 5.8436 7.8794 27.0906 0.0246 -0.0038 -0.0135
Si 9.7124 7.8519 27.0734 -0.0046 -0.0109 -0.0017
Si 11.6123 11.2353 27.0381 0.0007 -0.0101 0.0054
Si 3.8442 11.2664 27.0756 -0.0071 0.0026 -0.0054
Si 7.7581 11.2419 27.0579 0.0129 0.0031 -0.0031
Si 1.9336 1.1164 29.4135 0.0706 0.1872 -0.2011
Si 5.8008 1.1164 29.4135 0.0469 0.1494 -0.1727
Si 9.6679 1.1164 29.4135 0.0508 0.099 -0.2891
Si 0 4.4654 29.4135 0.1286 0.0819 -0.1384
Si 3.8672 4.4654 29.4135 -0.0844 0.0526 -0.1199
Si 7.7343 4.4654 29.4135 0.0979 0.0397 0.0047
Si 1.9336 7.8145 29.4135 0.0115 -0.1593 0.2865
Si 5.8008 7.8145 29.4135 0.0951 0.0321 0.4121
Si 9.6679 7.8145 29.4135 0.0779 0.0109 0.1668
Si 0 11.1635 29.4135 0.0172 0.1795 -0.0788
Si 3.8672 11.1635 29.4135 -0.0905 0.2868 0.2315
Si 7.7343 11.1635 29.4135 0.0428 0.21 0.0019
Si 0 0 0.3944 -0.1192 -0.134 -0.0724
Si 3.8672 0 0.3944 -0.0594 -0.1185 0.0483
Si 7.7343 0 0.3944 -0.0412 -0.1534 -0.2929
Si 1.9336 3.3491 0.3944 0.1248 -0.2134 -0.0099
Si 5.8008 3.3491 0.3944 -0.1291 -0.1599 0.3039
Si 9.6679 3.3491 0.3944 -0.2291 -0.0477 0.0513
Si 0 6.6981 0.3944 -0.1175 -0.046 0.0864
Si 3.8672 6.6981 0.3944 0.0117 -0.1337 -0.0396
Si 7.7343 6.6981 0.3944 0.0036 -0.0382 0.1876
Si 1.9336 10.0472 0.3944 -0.0445 -0.0317 -0.067
Si 5.8008 10.0472 0.3944 0.11 0.0173 -0.1248
Si 9.6679 10.0472 0.3944 -0.0139 -0.146 -0.0244
Si 11.5373 -0.0514 2.7564 -0.0006 0.0125 -0.0143
Si 3.8493 -0.074 2.7569 0.044 0.016 0.0429
Si 7.6628 -0.0991 2.7191 -0.0557 0.0301 0.0514
Si 1.9365 3.2568 2.7551 0.0299 0.0073 0.0027
Si 5.746 3.2688 2.8124 -0.0082 0.009 -0.0296
Si 9.582 3.2992 2.7739 -0.031 -0.0057 -0.0075
Si 11.5682 6.6234 2.7638 -0.013 0.0125 0.0029
Si 3.8705 6.6371 2.7521 0.0152 -0.0079 0.0056
Si 7.7232 6.6593 2.7825 -0.0089 0.0006 -0.0126
Si 1.9165 9.9948 2.7598 -0.0297 0.0021 -0.0088
Si 5.8152 10.0717 2.7452 0.0061 -0.0178 0.0234
Si 9.6708 9.9729 2.7607 0.0022 0.0008 -0.021
Si 11.5456 2.2021 3.4564 -0.0011 -0.0119 -0.0069
Si 3.826 2.0964 3.6757 0.0199 0.0136 0.0274
Si 7.6578 2.0843 3.5753 -0.0048 0.0244 0.0266
Si 1.9106 5.4948 3.4846 -0.0103 -0.0118 0.0198
Si 5.7993 5.5226 3.5826 0.0009 -0.015 0.0186
Si 9.6364 5.5191 3.6258 -0.0004 -0.0142 0.0286
Si 11.6027 8.855 3.5719 0.0033 -0.0202 0.0218
Si 3.8976 8.8967 3.4544 -0.0045 -0.0175 0.0107
Si 7.7208 8.905 3.5735 -0.0072 -0.0301 0.0247
Si 1.8752 12.2306 3.5377 -0.0144 -0.0431 0.0594
As 5.7668 12.2507 3.8297 0.0204 -0.0244 -0.3396
Si 9.5911 12.1903 3.5319 0.0192 -0.0547 0.0986
Si 11.4555 2.1501 5.7763 -0.0133 -0.0459 0.0408
Si 3.7287 1.9644 6.122 -0.0283 0.0321 -0.0217
Si 7.5579 1.8884 5.9591 0.0246 0.0582 0.0079
Si 1.8755 5.3754 5.8215 -0.0358 0.0249 0.0024
Si 5.7884 5.4349 5.9622 0.023 0.028 0.0033
Si 9.5907 5.4159 6.0326 0.0362 0.0239 -0.0266
Si 11.6218 8.7672 5.9514 0.0119 -0.0187 -0.005
Si 3.9136 8.7812 5.7778 0.0076 -0.0238 0.0164
Si 7.7379 8.8127 5.9587 -0.0032 -0.0271 -0.0053
Si 1.7579 12.155 5.9082 -0.0925 -0.0212 0.045
As 5.5956 11.9705 7.2119 -0.1053 0.0119 0.0799
Si 9.5129 12.0881 5.9057 0.0871 0.0045 0.0248
Si 1.6053 0.9549 6.7542 -0.1038 0.0146 0.0525
Si 5.6433 0.9546 7.1932 0.0368 -0.0927 -0.0968
Si 9.614 0.9175 6.6182 0.0598 -0.0011 0.0496
Si 11.5577 4.3046 6.7443 0.0034 0.0113 0.0697
Si 3.8184 4.2763 6.5914 0.0046 -0.0162 0.0355
Si 7.6656 4.1224 6.646 -0.0152 -0.0411 0.0516
Si 2.0254 7.6026 6.5322 0.016 -0.0056 0.0597
Si 5.813 7.7098 6.7367 -0.0013 -0.0153 0.0309
Si 9.6867 7.688 6.7553 0.0403 0.005 0.041
Si 11.4223 10.9691 6.798 0.0037 0.0766 0.0386
Si 3.5474 10.8807 6.7583 0.0446 0.1162 -0.0857
Si 7.7429 10.9274 7.0279 0.0268 0.1056 -0.0428
O 9.8773 7.887 8.4149 -0.0384 -0.0232 -0.0088
O 9.8854 0.8191 8.2665 0.0246 -0.0027 -0.0354
O 1.0152 0.8906 8.3409 -0.0067 -0.0146 0.004
O 2.7835 10.5007 8.1838 -0.0005 -0.084 0.1469
O 5.8099 7.9106 8.3959 -0.0032 0.0067 -0.0367
O 5.6612 1.2698 8.8536 0.0177 0.0058 -0.038
O 3.7613 4.3068 8.2389 0.0219 -0.0058 -0.0164
O 7.6411 3.7061 8.2775 -0.0079 0.0134 -0.0241
O 0.0544 4.2585 8.4169 -0.0092 -0.0168 -0.02
O 11.1875 10.9387 8.4587 0.0052 -0.0042 -0.0488
O 8.2084 10.7401 8.6383 0.0016 -0.0488 0.0517
O 2.379 7.4597 8.1337 -0.0322 -0.0119 -0.007
O 11.4167 0.206 21.2403 0.0004 0.0148 0.0153
O 9.761 3.637 21.3698 0.0113 0.0068 0.0007
O 4.1414 7.5408 21.5901 -0.0009 0.0055 0.0206
O 5.9996 4.1611 21.3932 -0.008 -0.0059 0.0194
O 5.7481 9.7521 21.6556 -0.0039 0.0015 -0.0039
O 2.1353 3.3797 21.2079 0.0045 0.0056 0.0059
O 7.3648 13.4526 21.5038 0.0382 0.0041 -0.0013
O 4.0098 0.1552 21.3682 -0.0134 0.014 0.0055
O 7.7029 6.9758 21.6149 0.0008 0.0169 0.0181
O 2.1224 10.173 21.5976 -0.0022 0.0126 0.029
O 11.5292 6.9691 21.403 0.0247 -0.001 0.0019
O 10.1725 9.6613 21.6337 -0.0416 0.0174 -0.0082
Si 11.5678 6.4302 11.3119 -0.0044 0.0071 0.0062
Si 1.5743 10.3573 16.2607 0.0033 0.0026 -0.0072
Si 0.2244 3.6731 9.9345 -0.0001 -0.0063 0.025
Si 8.0839 12.8594 20.1769 0.0026 -0.0047 0.0036
Si 2.7411 10.4329 9.8052 -0.0057 -0.0012 -0.0203
Si 2.5681 10.3901 20.0552 0.0028 0.0052 -0.0223
Si 10.3498 3.6949 19.8498 0.0003 -0.0013 -0.0043
Si 0.2701 12.7937 17.1205 0.004 0.0001 -0.0059
Si 10.8208 0.6949 19.7885 -0.0021 0.0044 -0.0146
Si 3.1564 7.7409 16.2433 0.0004 -0.0015 -0.0041
Si 0.3203 6.4833 19.9018 0.0006 0.0041 -0.0055
Si 9.408 2.5421 14.3448 0.001 0.0012 -0.007
Si 2.9118 2.5338 11.0695 0.0033 -0.0078 0.0024
Si 5.1382 11.9859 15.3576 -0.0018 -0.0014 -0.0036
Si 4.9381 8.6755 20.7108 0.0056 0.0054 -0.0013
Si 3.5896 -0.4244 11.286 -0.0035 -0.0078 -0.0062
Si 5.5866 8.8816 14.816 -0.0003 -0.0044 -0.0059
Si -0.2027 11.3005 10.0462 -0.0076 0.0069 0.0401
Si 9.4506 10.0135 20.2171 -0.0009 0.0053 0.0028
Si 3.4506 0.049 19.838 -0.0013 0.0001 -0.0114
Si 7.4576 4.6885 9.5575 -0.0015 0.0093 0.0124
Si 2.3644 12.3498 14.1652 -0.0009 -0.0027 -0.0097
Si 6.2214 0.5827 10.255 0.0074 -0.0325 0.0444
Si 2.783 2.896 19.7698 0.0024 -0.0017 -0.0104
Si 5.7232 4.4705 13.7048 -0.0009 -0.0004 -0.0036
Si 7.4792 0.2206 15.6172 -0.0046 0.0021 -0.0019
Si 9.6105 11.3428 15.2565 -0.0003 -0.001 -0.0063
Si 1.9799 6.5538 13.567 -0.0044 0.0022 -0.0027
Si 2.8521 3.5245 14.0411 0.0011 -0.0005 -0.0011
Si 11.6956 9.1657 18.4125 -0.0065 0.0004 -0.0076
Si 11.2136 0.8582 9.2242 0.0093 -0.0102 0.0282
Si 9.1114 7.3055 9.734 -0.0019 -0.0013 0.0147
Si 8.6828 8.5522 14.6384 0.0007 0.0016 -0.005
Si 4.7685 7.1643 12.3754 -0.0005 -0.0019 -0.0028
Si 2.9663 5.6215 18.7632 -0.0022 0.0061 -0.005
Si 2.5245 7.38 9.7337 -0.0022 0.0019 0.0103
Si 6.2559 8.429 9.879 0.0078 0.0092 0.0369
Si 4.3242 4.7471 9.6816 0.0055 0.0006 0.0161
Si 9.3387 10.4777 12.3455 0.0023 -0.0057 0.0011
Si 5.9379 13.0417 17.9707 0.0038 -0.0019 -0.0058
Si 7.9731 4.9193 18.3996 0.0026 0.0004 -0.0089
Si 8.3123 5.4209 15.2542 -0.0004 0.0034 -0.0052
Si 7.3398 11.0705 10.013 0.0083 0.0318 0.0343
Si 5.3767 4.1919 19.8806 0.0005 -0.0007 -0.0073
Si 0.804 1.49 15.0751 -0.0002 -0.0006 -0.0021
Si 7.5463 7.5233 20.1023 0.0035 0.0069 -0.0122
Si 7.6671 2.8159 11.934 0.0012 0.0037 0.0097
O 3.4422 6.0628 10.123 0.002 -0.001 -0.0113
O 1.9665 2.6549 15.1131 -0.0159 -0.0093 -0.0115
O -0.3867 12.9328 10.1994 -0.0004 -0.006 -0.0286
O 8.3649 8.8881 19.8385 0.0064 -0.0088 0.0165
O 2.4069 1.3071 19.526 0.0185 -0.0061 0.0226
O 8.1329 5.3219 16.8505 0.0039 -0.0102 -0.0013
O 2.7385 11.9797 19.7077 0.0139 -0.0065 0.0155
O 7.1543 8.7452 15.1663 -0.0102 -0.0035 -0.0087
O 1.2888 0.1886 14.1959 0.0071 0.0081 0.017
O 4.4136 3.8324 14.4864 -0.0118 0.01 -0.0261
O 4.2439 3.4129 10.6527 0.0087 0.0113 -0.0071
O 10.9709 2.0928 14.5454 -0.0007 -0.0049 0.0077
O 11.371 4.8218 11.0107 0.0138 0.0102 -0.0234
O 10.852 12.0188 16.0812 0.0044 0.0112 -0.0005
O 8.9611 6.9109 14.8358 -0.0174 -0.0068 0.0054
O 1.7782 3.343 10.2492 -0.0215 -0.0064 0.0008
O 8.4581 5.9131 9.224 -0.0077 0.0075 0.0162
O 11.1514 2.2908 19.5392 -0.0226 0.0008 0.0208
O 5.3847 7.6013 10.9471 0.0085 0.0126 -0.0226
O 11.411 7.589 18.7884 0.0193 0.0106 0.0222
O 7.8573 8.2332 10.1914 -0.0058 -0.0222 -0.0205
O 10.1237 7.1347 11.0018 0.0037 -0.012 -0.0262
O 9.2304 4.1222 14.8005 -0.0177 -0.006 -0.0008
O 8.8174 11.4646 20.5217 -0.0034 0.0077 -0.02
O 10.5019 10.5115 11.1802 0.0012 0.0152 0.0008
O 8.3667 12.2504 15.8055 -0.0022 0.0087 -0.0083
O 4.4263 2.8699 19.8176 -0.0182 0.0305 0.0021
O 4.6468 0.2327 18.7479 -0.0059 -0.0214 0.0111
O 10.4668 10.0879 18.9529 0.0135 -0.0139 0.0092
O 6.784 0.708 17.0351 -0.0023 -0.0275 -0.0088
O 0.5083 6.734 12.8425 0.0187 -0.005 -0.0166
O 1.0345 7.1099 10.3034 0.0049 -0.0085 0.0176
O 3.1346 7.1778 12.5788 -0.0031 -0.0197 0.022
O 3.9435 9.5531 19.7683 -0.0117 0.0011 0.0336
O 6.7971 5.2342 14.6615 0.0179 -0.0134 -0.0073
O 0.606 0.9045 16.5841 -0.0045 -0.0118 -0.0236
O 1.5642 11.7713 17.1244 -0.0229 -0.0063 -0.0104
O 5.3895 8.3082 13.324 -0.0067 -0.0032 0.0238
O 2.9385 12.3403 12.6398 -0.0018 0.0127 0.0105
O 6.4585 3.2235 12.9573 0.0127 0.0177 -0.0069
O 2.7978 9.3119 16.5973 -0.0058 0.0023 -0.0231
O 5.9964 7.8906 19.7519 0.006 0.0085 0.0339
O 1.9423 6.3867 19.7739 -0.0097 -0.0196 -0.0159
O 1.4378 9.6858 19.1493 -0.0102 -0.0002 0.0134
O 9.4649 9.7172 15.5383 0.0011 0.0228 -0.0168
O 3.0716 8.8701 10.228 -0.0134 0.0009 -0.0249
O 9.0097 9.0151 13.0754 -0.0062 0.0199 0.0232
O 2.1403 7.2953 15.0195 0.0211 -0.0036 0.0025
O 9.1278 3.8446 18.7924 0.0026 0.0174 0.0188
O 4.7274 7.892 15.8061 -0.0044 0.003 -0.0076
O 7.2608 1.5701 10.9967 -0.0196 -0.0026 -0.0108
O 8.126 6.3355 19.1763 -0.016 -0.005 0.0084
O 5.9016 5.1552 9.6337 0.0059 -0.0205 -0.0014
O 6.979 -0.9202 19.0683 -0.0063 0.0206 -0.0041
O 11.0532 2.2371 10.1094 0.0161 -0.0004 -0.0302
O 9.0219 2.4545 12.7607 -0.0188 0.0108 0.0235
O 9.7187 11.491 13.6032 -0.011 -0.0244 0.0191
O 6.5574 4.1898 18.7632 0.0022 0.0123 0.0208
O 6.0479 10.0493 10.0171 0.0167 -0.0437 -0.0054
O 1.2884 10.7978 10.4232 0.032 -0.005 -0.022
O 5.1744 10.4637 14.7713 0.0038 0.0023 0.0137
O 1.6893 10.9045 14.6816 0.0168 0.0168 0.0187
O 11.3836 13.0659 18.6473 -0.0007 0.0064 0.0127
O 5.4308 11.8557 16.9656 0.0067 0.0319 -0.0146
O 8.0302 10.9452 11.4925 -0.0242 0.0018 -0.0205
O 11.2972 5.0043 19.6288 -0.0012 0.0035 0.0118
O 8.3804 1.4838 15.0996 0.0126 -0.0022 -0.0007
O 2.4199 4.0428 18.6136 0.0148 0.0115 0.0332
O 3.6871 11.6755 10.2956 -0.0055 0.0218 0.0192
O 9.1878 0.5672 19.7115 0.0144 -0.0202 0.0139
O 2.7933 2.6302 12.6841 0.0061 0.0214 -0.0008
O 3.6559 12.6281 15.1272 0.01 -0.02 -0.0103
O 7.9797 4.0776 10.9596 -0.0205 -0.0049 -0.0111
O 5.1083 0.1743 11.3875 0.0259 -0.0071 -0.0197
O 4.4194 5.4823 19.5096 -0.0121 -0.0277 -0.0134
O 6.2195 13.0554 14.6913 -0.0152 -0.0104 0.0338
O 3.0549 6.5636 17.4031 0.0028 -0.0016 0.0026
O 2.7955 0.9232 10.7333 -0.0052 0.0112 0.0137
O 0.2924 9.4439 16.7993 0.002 0.0099 0.0332
O 5.2293 5.6226 12.6584 -0.0045 -0.0007 0.0052
O 2.1332 4.9549 13.7954 0.0161 -0.0029 0.0019
O 7.0073 12.6387 9.8362 0.0319 0.0198 0.0475

Results
free energy: -174909.858 eV
free energy less fixed offsets of As -4857.07, O -569.03, Si -635.61 eV per atom: -2.888 eV

The program warned: the cutoff lies below the one the program advises for these potential files; the forces do not sum to zero within the program's tolerance; the exchange-correlation potential is rough where the density is thin.
